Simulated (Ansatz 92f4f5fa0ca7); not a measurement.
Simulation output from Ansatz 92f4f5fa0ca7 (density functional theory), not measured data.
Periodic cell of 222 atoms, Si131O89B2, from a study of silicon, its oxide and their interface. The atomic structure is a simulated model.
Doubt: the cutoff is far below the 930 eV that the study's wrapper takes by default for these files, so forces and energies are approximate.

Settings
functional: PBE
potential files: Ansatz PAW
basis: plane waves
wave-function cutoff: 580 eV
density cutoff ratio: 5
exchange-correlation grid ratio: 1
k mesh: 1 x 1 x 1, Gamma-centred
self-consistency stop: 5e-08 eV per atom in the density residual
occupations: fixed
spin: none
net charge: 0

Cell vectors (angstrom)
a 10.938 0 0
b 0 10.938 0
c 0 0 32.1988

Atoms: element, x, y, z (angstrom)
Si 10.5838 0.2321 24.8525
Si 5.7352 10.6825 24.7397
Si 2.4732 2.9204 24.6324
Si 8.4218 2.4666 24.8113
Si 0.2671 5.172 24.7432
Si 5.1536 5.7513 24.6779
Si 2.9305 8.011 24.5839
Si 7.9344 8.4411 24.7256
Si 1.3247 1.3861 26.031
Si 6.842 1.3169 26.1086
Si 4.0423 4.1087 25.9766
Si 9.5981 4.066 26.0717
Si 1.3908 6.8326 25.9856
Si 6.7655 6.8544 26.0184
Si 4.0943 9.5401 25.988
Si 9.4649 9.5745 26.1348
Si 2.7252 -0.0038 27.3447
Si 8.158 -0.0127 27.5415
Si 0.0051 2.7281 27.4754
Si 5.4378 2.7502 27.359
Si 2.7244 5.4736 27.414
Si 8.1819 5.4762 27.3539
Si -0.0071 8.1884 27.3676
Si 5.4342 8.2054 27.4349
Si 4.0779 1.3726 28.7336
Si 9.5756 1.3629 28.8439
Si 1.365 4.1228 28.8092
Si 6.8227 4.1066 28.7348
Si 4.0914 6.8233 28.797
Si 9.5561 6.8288 28.7418
Si 1.3681 9.5652 28.7322
Si 6.7764 9.5508 28.8532
Si 0.0149 -0.0174 30.1518
Si 5.4364 0.0219 30.1548
Si 2.734 2.7372 30.1428
Si 8.1882 2.7491 30.1445
Si -0.0155 5.4805 30.1458
Si 5.472 5.4638 30.1435
Si 2.7233 8.2067 30.1375
Si 8.2038 8.1935 30.1484
Si 1.3673 1.3673 31.515
Si 6.8362 1.3673 31.515
Si 4.1018 4.1018 31.515
Si 9.5708 4.1018 31.515
Si 1.3673 6.8362 31.515
Si 6.8362 6.8362 31.515
Si 4.1018 9.5708 31.515
Si 9.5708 9.5708 31.515
Si 2.7345 0 0.6835
Si 8.2035 0 0.6835
Si 0 2.7345 0.6835
Si 5.469 2.7345 0.6835
Si 2.7345 5.469 0.6835
Si 8.2035 5.469 0.6835
Si 0 8.2035 0.6835
Si 5.469 8.2035 0.6835
Si 4.1145 1.36 2.0539
Si 9.5513 1.363 2.0481
Si 1.3508 4.1364 2.0267
Si 6.8463 4.0873 2.0712
Si 4.0895 6.8457 2.0487
Si 9.5715 6.8382 2.0553
Si 1.3729 9.5579 2.0666
Si 6.833 9.584 2.0422
Si -0.0443 -0.0405 3.3882
Si 5.4881 -0.0041 3.4529
Si 2.7414 2.7878 3.3207
Si 8.1796 2.6809 3.4786
Si 0.0026 5.4808 3.4429
Si 5.4692 5.4809 3.389
Si 2.7611 8.2128 3.477
Si 8.1959 8.2184 3.3833
Si 1.3325 1.4173 4.6211
Si 6.8219 1.2986 4.8873
Si 4.1334 4.0817 4.7334
Si 9.5615 4.0911 4.7935
Si 1.3797 6.8342 4.8339
Si 6.8119 6.8856 4.7409
Si 4.144 9.5994 4.8457
Si 9.5407 9.5311 4.8007
Si 2.7991 0.2345 5.9974
Si 8.1861 -0.1157 6.2807
Si -0.0019 2.6868 6.1176
Si 5.3472 2.639 6.1749
Si 2.8115 5.4555 6.1302
Si 8.1123 5.4477 6.0632
Si 0.0094 8.2135 6.1934
Si 5.5348 8.2253 6.2603
B 3.6551 1.8235 6.8727
Si 9.7809 1.1108 7.4736
Si 1.7493 3.7197 7.3181
Si 6.5225 4.2965 7.4253
Si 4.3751 6.6025 7.5066
Si 9.3437 6.9097 7.4237
Si 1.2072 10.0157 7.2718
Si 7.1747 9.1794 7.7606
O 8.292 7.9991 8.0893
O 2.8993 2.566 7.7924
O 9.5183 1.354 24.2485
O 4.0502 6.8687 24.1175
O 0.0493 0.0651 7.9562
O 5.4567 5.4399 7.9893
O 6.8428 9.5721 24.1882
O 1.3622 4.0631 24.1586
O 3.8305 7.3457 8.9014
O 1.1471 4.3423 8.6985
O 9.9134 5.9488 8.6638
O 2.1858 9.4278 8.4576
O 7.3649 3.7713 8.7463
O 6.6786 9.6086 9.2786
O 8.996 1.6871 8.8108
O 7.7002 3.1512 23.5068
O 10.4949 5.8473 23.4297
O 5.0914 0.4502 23.4073
O 5.8581 5.0951 23.3431
O 3.0993 2.213 23.2668
O 2.2977 8.7176 23.2102
O 8.6169 7.7576 23.3888
O 0.2457 10.3402 23.5874
Si 4.3872 1.5745 22.4667
Si 3.5052 7.925 14.018
Si 7.1338 0.9634 14.6778
Si 0.9452 9.3594 22.5132
Si 1.2546 4.2735 11.8569
Si 6.2882 8.9657 15.3007
Si 0.6813 1.3617 12.2802
Si 8.6294 4.9579 20.5012
Si 0.4408 5.6664 9.3184
Si 5.1218 3.1332 17.9814
Si 0.8918 3.7582 16.7308
Si 10.4164 2.8602 19.2223
B 5.6815 1.2514 10.967
Si 0.8933 0.1847 19.8405
Si 6.6426 9.5309 10.9273
Si 9.35 9.6831 18.3152
Si 9.4159 9.2674 12.565
Si 6.5672 3.8479 22.5713
Si 2.4364 8.0893 9.3337
Si 10.5951 7.37 17.0679
Si 2.5195 6.2962 16.5753
Si 10.2268 4.5096 14.1513
Si 6.1474 9.1927 18.4976
Si 7.8207 2.4827 9.6218
Si 8.8967 2.1583 12.4435
Si 5.3455 6.2493 18.0684
Si 3.9316 0.5562 19.4744
Si 4.3825 3.7617 12.1191
Si 5.5543 6.5989 12.1462
Si 8.0266 2.5106 17.2249
Si 4.3838 2.487 15.0162
Si 1.5517 1.2213 15.2501
Si 1.591 9.4152 12.02
Si 8.0823 6.8647 13.8525
Si 10.4026 9.8422 15.482
Si 9.8041 7.0203 22.5433
Si 8.1129 5.4871 17.3962
O 6.0228 8.0215 11.3482
O 6.0258 9.2107 16.8789
O 7.6849 1.4112 13.2129
O 0.9257 1.744 13.8456
O 9.424 6.2682 16.8638
O 6.7909 6.2151 13.1266
O 5.1463 4.6745 18.6399
O 9.2441 2.1648 18.2758
O 2.3761 0.1039 19.0748
O 9.429 10.2371 16.7572
O 2.8723 4.2537 11.7084
O 5.0737 10.3269 19.0942
O 9.4667 3.2638 13.4596
O 0.4705 1.7757 19.9491
O 3.1661 1.3811 15.0879
O 8.1751 5.38 19.01
O 3.8974 6.5974 17.3963
O 4.5904 3.2864 16.4338
O 9.1125 5.6863 14.2754
O 5.4445 2.7636 22.1189
O 10.6981 4.1784 15.6598
O 0.3471 3.8812 18.2667
O 10.4335 10.5224 19.211
O 9.6665 10.0372 14.0265
O 10.8997 8.1322 22.0827
O 1.1772 2.171 16.5146
O 9.7461 3.7642 20.4102
O 8.1481 4.0337 16.6707
O -0.0214 9.1087 11.8992
O 6.6084 2.4332 18.0327
O 5.6727 10.8447 11.3862
O 7.7581 9.6006 18.8266
O 10.0269 1.0127 12.0718
O 1.2522 7.0347 9.0019
O 0.6857 4.7559 13.3198
O 5.718 7.6328 18.9711
O 5.2776 5.0511 11.5529
O 2.7214 7.0081 15.123
O 0.8715 2.7346 11.4335
O 0.8823 10.6903 15.5441
O 2.4081 8.5873 10.8753
O 4.8823 2.2798 11.5248
O 4.3133 3.5535 13.7654
O 2.2175 4.6856 16.4786
O 10.7227 8.2543 15.6919
O 6.9546 10.2934 14.6527
O 2.3718 8.9535 13.3962
O 8.049 1.5193 15.9231
O 4.1253 6.9571 12.8594
O 4.199 2.021 18.7617
O 7.2946 4.4176 21.247
O 8.409 2.9144 11.0818
O 1.1806 6.856 17.3549
O 5.6623 1.5563 14.8147
O 8.1578 9.7853 11.5931
O 9.1985 6.297 21.2255
O 8.9749 7.7385 12.8401
O 1.6614 0.1218 11.8512
O 6.6425 6.1417 17.0545
O 7.4247 7.8042 15.0351
O 1.2151 10.3025 21.2188
O 10.0401 8.2032 18.3485
O 3.9501 0.8311 21.0903
O 0.4724 5.3537 10.9045
O 6.5072 1.5593 9.9036
O 4.8068 8.6954 14.6524

Results
free energy: -134205.801 eV
free energy less fixed offsets of B -154.04, O -568.88, Si -635.61 eV per atom: -2.491 eV

Forces (eV/angstrom), in the order of the atoms: element, x, y, z
Si 0.0202 -0.0262 0.022
Si -0.0049 0.017 -0.0229
Si 0.0159 -0.0094 -0.003
Si -0.0185 0.013 -0.0236
Si 0.006 0.0047 -0.0239
Si -0.0055 -0.0074 -0.0062
Si -0.0035 -0.0071 -0.004
Si 0.0241 -0.016 -0.0064
Si 0.0026 0.0178 -0.0017
Si 0.0135 -0.0151 0.0359
Si -0.0074 0.0069 0.0086
Si 0.011 -0.0028 0.015
Si 0.0125 0.0078 0.0203
Si 0.0008 0.0137 -0.0016
Si 0.0035 -0.0012 0.0074
Si -0.0206 0.0105 0.0223
Si -0.0146 0.0026 -0.0679
Si -0.0063 -0.0246 0.1188
Si 0.0149 -0.0001 0.0856
Si -0.0051 -0.0007 -0.0588
Si 0.0138 -0.0005 0.0306
Si -0.0027 -0.0067 -0.0605
Si -0.0082 -0.0048 -0.0543
Si -0.0147 -0.0287 0.0567
Si 0.0266 -0.0056 0.0732
Si -0.0475 -0.0031 -0.1312
Si -0.0286 -0.0467 -0.0923
Si 0.0141 -0.0299 0.0779
Si -0.0169 0.0188 -0.0575
Si 0.0111 0.013 0.0588
Si -0.0135 -0.0036 0.0781
Si 0.0988 0.0374 -0.1522
Si 0.0335 -0.0214 -0.0026
Si -0.0427 0.056 0.0337
Si -0.0028 -0.0096 -0.0052
Si -0.008 0.0225 0.0245
Si -0.006 0.0208 0.0225
Si 0.0203 -0.0032 -0.0077
Si 0.0053 0.016 0.0134
Si 0.0158 -0.0122 0.0124
Si 0.0734 -0.0416 -0.0058
Si -0.0729 0.0871 -0.0632
Si 0.0686 -0.0682 -0.0118
Si -0.1037 0.0619 -0.047
Si -0.0766 0.0845 -0.0942
Si 0.0228 -0.1183 0.0221
Si -0.1935 0.0159 -0.0297
Si 0.0401 -0.0737 -0.0037
Si 0.0011 -0.0862 0.1564
Si -0.0716 0.0477 -0.1607
Si -0.1308 -0.0074 0.0265
Si 0.1074 -0.0211 0.0912
Si -0.066 0.2173 -0.1815
Si 0.0654 -0.1443 0.1555
Si 0.1032 -0.0926 0.0801
Si -0.0223 0.0493 -0.004
Si 0.0388 -0.0388 -0.0672
Si 0.0153 0.0227 0.0728
Si -0.0557 0.0411 -0.0499
Si 0.0369 -0.0107 -0.0499
Si -0.0202 -0.0042 0.0671
Si 0.0093 -0.0144 -0.0473
Si 0.033 -0.0384 -0.0389
Si -0.035 0.0061 -0.0046
Si 0.0413 0.0847 0.0281
Si -0.0306 -0.0536 -0.2003
Si -0.1194 -0.0944 0.2031
Si 0.0859 0.0781 -0.089
Si -0.0433 -0.028 -0.0148
Si 0.0684 0.0108 -0.0203
Si -0.0533 -0.0122 -0.0881
Si 0.0087 -0.0628 0.0573
Si -0.1652 0.0812 -0.2064
Si 0.1094 0.0523 0.1126
Si -0.0697 0.2356 -0.2613
Si 0.0036 -0.0286 -0.0213
Si 0.018 0.0241 -0.0221
Si -0.0623 -0.0163 -0.0493
Si -0.0382 -0.0697 0.1146
Si 0.032 -0.0125 -0.0618
Si -0.1722 -0.5003 -0.0787
Si 0.0082 -0.0306 -0.0316
Si 0.1169 0.0032 -0.0017
Si 0.5127 0.1346 0.0519
Si -0.0263 -0.1488 0.0338
Si -0.0526 -0.0303 -0.0009
Si 0.0358 0.0943 -0.0062
Si -0.0284 -0.0142 0.0247
B -0.4412 0.3871 0.989
Si -0.0169 -0.0015 0.0144
Si -0.0008 -0.0276 -0.0974
Si 0.1898 0.224 0.1193
Si 0.102 0.025 0.0221
Si 0.0532 -0.0618 0.1353
Si -0.1617 -0.1725 0.0958
Si -0.0866 -0.024 -0.0335
O 0.0693 0.0353 -0.1113
O 0.0503 -0.0171 -0.9945
O -0.0031 0.0107 0.0174
O 0 0.0042 -0.0011
O -0.0022 -0.0185 0.0534
O -0.0403 0.0239 0.0132
O -0.0015 0.0037 0.0198
O -0.0083 0.0034 0.0103
O -0.0456 0.0059 0.0576
O -0.054 0.0095 0.1101
O 0.0137 0.002 0.0564
O 0.0014 0.0568 -0.0172
O -0.0538 0.0096 -0.0135
O 0.0262 -0.0148 0.0381
O 0.1018 -0.0124 0.0041
O 0.0048 0.0004 -0.0042
O 0.0098 -0.0089 0.0141
O 0.0048 -0.0074 0.0012
O -0.0022 0.0082 0.0159
O -0.0029 0.0027 0.0043
O 0.0039 -0.0025 0.0121
O 0.0006 -0.0028 -0.0074
O -0.014 0.0104 -0.0095
Si -0.0036 -0.0132 -0.0013
Si 0.0111 0.0146 0.0376
Si -0.0497 0.0032 0.0391
Si -0.0006 0.0014 -0.0074
Si -0.0257 -0.0264 0.0098
Si -0.0041 0.0072 0.0335
Si 0.0453 -0.0447 -0.0103
Si 0.0122 0.0006 0.0026
Si 0.0342 0.0612 0.0089
Si 0.0056 -0.0059 0.0251
Si 0.0109 -0.0035 0.0297
Si 0.0049 -0.0039 0.0094
B -0.214 0.1012 0.2716
Si 0.0039 0.0018 -0.0063
Si -0.006 -0.0117 0.0205
Si -0.0001 -0.0021 0.0227
Si -0.0142 -0.0031 0.0283
Si 0.0049 -0.0111 -0.0013
Si 0.0186 0.0041 -0.0023
Si -0.0003 -0.0047 0.03
Si 0.0022 -0.0067 0.041
Si -0.0062 0.0054 0.0495
Si 0.0023 0.0048 0.025
Si 0.0398 -0.0027 -0.0268
Si -0.0717 0.0079 -0.0096
Si 0.013 -0.0023 0.0176
Si 0.0028 0.0072 -0.0026
Si 0.0568 -0.0381 -0.017
Si 0.0113 0.0018 0.0007
Si -0.0035 0.0117 0.0299
Si 0.0167 -0.0099 0.0217
Si 0.0153 -0.0005 0.0303
Si 0.0139 0.0356 -0.0029
Si 0.0002 0.0135 0.0382
Si 0.0028 0.0029 0.0482
Si -0.0164 0.0073 0.0022
Si 0.0004 0.0036 0.0226
O 0.0043 0.0042 0.0009
O 0.0071 -0.0028 -0.03
O 0.0266 0.0153 -0.0299
O -0.0007 0.0128 -0.0129
O 0.0024 0.0045 -0.008
O -0.0171 -0.0003 -0.0116
O 0.002 -0.0002 -0.0023
O 0.0032 -0.0021 -0.0075
O 0.0021 -0.0018 -0.0009
O 0.0065 0.0023 -0.021
O -0.05 0.0273 0.004
O 0.0073 -0.0039 -0.0017
O -0.0095 -0.0066 -0.02
O 0.0011 0.0025 0.0042
O -0.0073 -0.0074 -0.0099
O -0.0001 -0.0008 -0.0013
O -0.011 0.0029 -0.0139
O -0.0064 0.0042 -0.0178
O 0.0041 0.0053 -0.0125
O 0.005 0.0061 0.0054
O -0.0017 -0.0005 -0.024
O 0.0049 0.0032 -0.014
O 0.001 0.0006 -0.0046
O 0.0026 0.0016 -0.0179
O 0.0056 0.0018 0.0055
O -0.0002 -0.0032 -0.0116
O 0.0013 0.0016 0.0004
O 0.002 0.0057 -0.0032
O 0.0034 -0.0047 -0.0146
O 0.0095 -0.0005 -0.0033
O 0.0163 0.0071 -0.0479
O 0.0044 0.0015 -0.0043
O 0.0187 0.0019 -0.0185
O 0.008 0.0066 -0.0061
O 0.0231 -0.0012 -0.0236
O 0.0041 -0.0009 -0.0056
O 0.0108 0.0707 0.0068
O 0.0127 0.0089 -0.0321
O -0.0058 0.0131 -0.0153
O -0.0017 -0.0027 -0.0133
O -0.0001 0.0148 0.0019
O 0.1048 -0.14 -0.0786
O -0.0024 0.0277 -0.0005
O 0.0034 0.0006 -0.014
O 0 0.0061 -0.0154
O 0.0162 -0.0057 -0.0012
O -0.0089 -0.0001 -0.0125
O 0.0056 -0.0127 -0.028
O 0.005 -0.0238 -0.0239
O 0.001 0.004 -0.0015
O 0.0005 -0.0062 0.006
O -0.0282 -0.0365 0.0449
O 0.007 0.0029 -0.0081
O 0.0329 -0.0085 -0.0071
O 0.0615 0.0158 0.013
O 0.0025 0.0041 0.0039
O 0.0103 -0.0006 -0.0223
O -0.0273 -0.0104 0.0161
O 0.01 0.0021 -0.009
O 0.0174 -0.0157 -0.0109
O 0.0008 -0.0018 0.0044
O 0.0075 0.0008 -0.011
O 0.0044 -0.0021 0.0081
O 0.0067 -0.0096 0.0208
O 0.0448 -0.1 -0.0677
O -0.0043 -0.0015 -0.0032

The program warned: the cutoff lies below the one the program advises for these potential files; the forces do not sum to zero within the program's tolerance; the exchange-correlation potential is rough where the density is thin.
